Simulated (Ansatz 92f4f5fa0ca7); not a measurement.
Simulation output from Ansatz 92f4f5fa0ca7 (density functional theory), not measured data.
Periodic cell of 306 atoms, Si196O110, from a study of silicon, its oxide and their interface. The atomic structure is a simulated model.
Doubt: the cutoff is far below the 930 eV that the study's wrapper takes by default for these files, so forces and energies are approximate.

Settings
functional: PBE
potential files: Ansatz PAW
basis: plane waves
wave-function cutoff: 580 eV
density cutoff ratio: 5
exchange-correlation grid ratio: 1
k mesh: 1 x 1 x 1, Gamma-centred
self-consistency stop: 5e-08 eV per atom in the density residual
occupations: fixed
spin: none
net charge: 0

Cell vectors (angstrom)
a	11.6015	0	0
b	0	10.938	0
c	0	0	42.2904

Atoms: element, x, y, z (angstrom)
Si	0	0	0.9665
Si	3.8672	0	0.9665
Si	7.7343	0	0.9665
Si	1.9336	1.3673	0.9665
Si	5.8008	1.3673	0.9665
Si	9.6679	1.3673	0.9665
Si	0	5.469	0.9665
Si	3.8672	5.469	0.9665
Si	7.7343	5.469	0.9665
Si	1.9336	6.8362	0.9665
Si	5.8008	6.8362	0.9665
Si	9.6679	6.8362	0.9665
Si	1.9336	2.7345	41.3233
Si	5.8008	2.7345	41.3233
Si	9.6679	2.7345	41.3233
Si	0	4.1018	41.3233
Si	3.8672	4.1018	41.3233
Si	7.7343	4.1018	41.3233
Si	1.9336	8.2035	41.3233
Si	5.8008	8.2035	41.3233
Si	9.6679	8.2035	41.3233
Si	0	9.5708	41.3233
Si	3.8672	9.5708	41.3233
Si	7.7343	9.5708	41.3233
Si	0	0	4.8337
Si	3.8672	0	4.8337
Si	7.7343	0	4.8337
Si	1.9336	1.3673	4.8337
Si	5.8008	1.3673	4.8337
Si	9.6679	1.3673	4.8337
Si	0	5.469	4.8337
Si	3.8672	5.469	4.8337
Si	7.7343	5.469	4.8337
Si	1.9336	6.8362	4.8337
Si	5.8008	6.8362	4.8337
Si	9.6679	6.8362	4.8337
Si	1.9336	2.7345	2.9001
Si	5.8008	2.7345	2.9001
Si	9.6679	2.7345	2.9001
Si	0	4.1018	2.9001
Si	3.8672	4.1018	2.9001
Si	7.7343	4.1018	2.9001
Si	1.9336	8.2035	2.9001
Si	5.8008	8.2035	2.9001
Si	9.6679	8.2035	2.9001
Si	0	9.5708	2.9001
Si	3.8672	9.5708	2.9001
Si	7.7343	9.5708	2.9001
Si	-0.6555	1.4144	30.3372
Si	4.0044	-0.0933	31.3878
Si	7.6434	0.0452	31.6882
Si	2.112	2.2416	31.5402
Si	5.788	1.4504	31.5279
Si	9.7492	0.9265	32.2246
Si	0.3262	5.2953	31.5966
Si	3.4169	4.8041	31.5777
Si	7.6234	5.2591	31.1064
Si	2.5966	8.6508	29.9301
Si	5.8433	6.8236	31.1081
Si	9.9419	7.4747	31.6149
Si	1.8884	2.7981	33.7646
Si	5.7272	2.6983	33.5568
Si	9.541	2.7506	33.65
Si	-0.0872	4.0287	33.5707
Si	3.8203	4.1031	33.7428
Si	7.65	4.1137	33.3468
Si	2.0196	8.6614	32.9128
Si	5.66	8.0621	33.3655
Si	9.4806	8.4222	33.6763
Si	-0.6239	10.1964	33.489
Si	3.9807	9.6977	33.4606
Si	7.476	9.5824	33.57
Si	-0.119	0.1085	35.6138
Si	3.8473	0.0002	35.4839
Si	7.656	-0.0003	35.5466
Si	1.8906	1.3342	35.5781
Si	5.7584	1.3911	35.5486
Si	9.5565	1.4507	35.6336
Si	-0.0757	5.4586	35.4876
Si	3.8295	5.5151	35.5869
Si	7.6896	5.4832	35.3729
Si	1.8525	6.7769	35.5578
Si	5.7627	6.8346	35.4277
Si	9.617	6.8749	35.4738
Si	1.9021	2.7448	37.4731
Si	5.7778	2.7604	37.4742
Si	9.5914	2.7927	37.5326
Si	-0.0522	4.1128	37.4519
Si	3.8431	4.1109	37.4743
Si	7.6816	4.1684	37.4066
Si	1.8896	8.2194	37.4425
Si	5.7689	8.1792	37.4138
Si	9.6234	8.1896	37.4483
Si	-0.0563	9.575	37.4609
Si	3.8423	9.5674	37.4366
Si	7.6925	9.5626	37.4693
Si	0	0	39.3897
Si	3.8672	0	39.3897
Si	7.7343	0	39.3897
Si	1.9336	1.3673	39.3897
Si	5.8008	1.3673	39.3897
Si	9.6679	1.3673	39.3897
Si	0	5.469	39.3897
Si	3.8672	5.469	39.3897
Si	7.7343	5.469	39.3897
Si	1.9336	6.8362	39.3897
Si	5.8008	6.8362	39.3897
Si	9.6679	6.8362	39.3897
Si	1.9908	2.7433	6.7226
Si	5.834	2.7402	6.7758
Si	9.703	2.7494	6.7645
Si	0.0522	4.0851	6.7165
Si	3.9157	4.1297	6.7628
Si	7.7613	4.1244	6.82
Si	1.9649	8.1738	6.803
Si	5.8568	8.1502	6.8127
Si	9.7003	8.1584	6.7689
Si	0.0193	9.5402	6.748
Si	3.9284	9.514	6.7304
Si	7.7716	9.5461	6.741
Si	0.0474	0.0016	8.6469
Si	3.967	-0.0795	8.6387
Si	7.7862	0.0427	8.6125
Si	2.027	1.2483	8.5203
Si	5.8401	1.3787	8.7205
Si	9.7148	1.3889	8.7045
Si	0.1305	5.3527	8.6713
Si	3.9257	5.484	8.7079
Si	7.773	5.4361	8.8464
Si	1.9988	6.8254	8.7764
Si	5.8752	6.8476	8.8371
Si	9.772	6.6942	8.6423
Si	2.0981	2.3756	10.5294
Si	5.8611	2.7487	10.725
Si	9.731	2.6932	10.7146
Si	0.1765	3.8269	10.4979
Si	3.8478	3.8937	10.4269
Si	7.7703	4.0899	10.8589
Si	2.1077	8.2558	10.7257
Si	6.0323	8.2678	10.8185
Si	9.8927	8.2144	10.3995
Si	0.182	9.6073	10.603
Si	3.9444	9.7223	10.7321
Si	7.9621	9.548	10.4616
Si	-0.4891	-0.4906	12.7738
Si	3.137	0.7518	12.0456
Si	7.9308	-0.1759	12.5163
Si	2.0322	0.6998	14.1438
Si	5.2915	1.3708	12.669
Si	9.6479	1.3615	12.6264
Si	0.0835	5.5653	13.1735
Si	3.9708	5.1224	13.2928
Si	7.1076	5.0482	13.063
Si	2.4427	7.5721	12.9766
Si	7.2096	7.4235	12.8314
Si	9.6074	7.6846	12.6974
O	7.969	4.3186	14.2628
O	2.912	10.9191	15.3416
O	-3.606	7.6915	18.7767
O	7.4907	2.0529	15.6949
O	2.5008	8.827	14.0171
O	10.5036	8.9652	13.3003
O	11.9264	4.3812	14.2534
O	0.3165	15.9113	11.6914
O	5.5251	4.664	13.4038
O	1.7493	2.2191	14.6523
O	3.0618	4.4923	14.4876
O	9.6039	2.2351	14.0596
O	3.2036	7.5547	28.9016
O	12.338	9.6534	32.6829
O	5.9751	8.0625	29.9778
O	1.1522	8.985	29.2541
O	10.3021	8.5781	30.4567
O	-0.3992	10.9355	29.5829
O	11.3593	6.7658	32.0017
O	10.3103	2.313	29.1331
O	7.742	10.0178	30.3072
O	5.775	2.5837	30.3023
O	1.9325	5.4548	31.5219
O	-0.2818	4.8927	30.1252
Si	6.5624	3.2478	29.0433
Si	6.1043	12.1378	15.6556
Si	8.3671	6.6953	24.846
Si	-0.4231	9.3505	29.3103
Si	3.3832	3.9276	19.7674
Si	5.8074	5.3376	21.2841
Si	5.3913	5.9965	24.4414
Si	3.1728	8.1832	25.2313
Si	4.5993	4.4051	26.9924
Si	8.6189	3.0539	15.0741
Si	1.086	6.3219	22.3085
Si	12.7364	3.4635	21.4455
Si	3.9453	0.0824	25.5278
Si	2.9397	9.2939	15.5117
Si	7.8244	7.3155	17.2199
Si	7.7338	14.2663	19.7923
Si	5.357	9.7169	19.7266
Si	5.3281	1.7229	18.6025
Si	1.039	4.9925	17.8168
Si	2.3527	13.3712	26.637
Si	2.4801	6.6875	27.7323
Si	6.6017	11.5421	27.1665
Si	1.666	3.7951	14.9807
Si	9.2591	1.1542	25.6107
Si	9.5621	3.8384	24.1916
Si	6.9559	9.13	29.1808
Si	11.0876	2.6266	27.735
Si	4.9376	7.9216	17.2244
Si	9.499	4.7155	17.5477
Si	10.7815	10.8733	23.3032
Si	2.6128	8.654	20.8615
Si	2.1305	7.7991	17.9512
Si	2.1686	10.2724	23.3382
Si	7.5474	7.9004	20.3199
Si	10.0523	2.4753	21.5314
Si	7.3483	9.3735	15.0517
Si	-1.6813	-2.958	22.4097
Si	1.0066	4.0975	24.282
Si	-0.3703	5.4133	28.5809
Si	9.38	7.7535	27.6883
O	10.2236	1.0957	22.3363
O	3.5629	5.5608	27.3826
O	2.6947	0.888	26.232
O	4.3825	8.6164	15.8533
O	6.2187	6.9262	16.9589
O	4.1956	8.9227	20.56
O	1.0628	6.0638	28.1839
O	4.0101	9.4278	25.9121
O	10.5031	9.4735	22.5628
O	0.7704	11.0519	23.6522
O	1.9528	8.915	16.7652
O	7.9659	8.1764	28.3466
O	2.3679	8.0557	31.4306
O	6.7418	6.8102	24.8932
O	4.1678	7.0722	24.5791
O	8.8248	2.495	24.7724
O	10.4552	8.9931	27.8648
O	6.779	9.3533	20.4613
O	5.8076	4.3364	28.0815
O	6.7893	13.2841	18.9215
O	1.0837	6.6117	17.5975
O	8.5045	4.364	18.7939
O	2.2678	7.3126	21.7492
O	2.1716	8.8214	24.1162
O	9.9255	10.9386	24.6853
O	8.9602	7.5812	23.6433
O	12.5573	5.0769	21.2731
O	3.7825	2.9996	27.1768
O	8.1511	8.6088	16.2603
O	6.3106	10.2241	28.119
O	1.1151	2.3576	27.7069
O	1.4815	4.0702	16.5593
O	1.1458	3.0701	23.0274
O	6.4874	6.7396	20.787
O	9.0819	7.3079	26.1664
O	9.4668	3.6122	16.3487
O	5.3656	0.7196	26.0674
O	2.2165	7.5502	26.3808
O	-0.1476	13.698	20.7266
O	5.1495	4.7295	25.4765
O	1.8502	8.4931	19.4089
O	-2.6394	7.8775	21.1052
O	5.0998	11.324	19.5399
O	7.9866	0.4288	26.3165
O	13.0285	5.6231	23.7847
O	3.657	7.1553	17.9014
O	2.1598	9.9687	21.7282
O	-0.5595	4.7438	18.1197
O	8.897	6.1173	16.9151
O	5.4267	-1.8286	18.2164
O	-0.3796	7.0149	22.3376
O	11.064	4.0608	24.7981
O	9.7071	3.7064	22.5682
O	2.5779	3.0147	20.8588
O	6.5738	8.234	14.1523
O	5.5189	5.4317	22.903
O	6.3718	-0.4109	15.6521
O	1.9503	3.5026	25.4586
O	5.2351	12.3786	17.004
O	4.3979	5.0072	20.4864
O	3.5123	0.1393	23.9142
O	8.8275	2.3561	20.4905
O	6.8672	4.138	20.9208
O	4.2074	2.863	18.8735
O	2.2049	4.6672	18.9092
O	10.4111	1.6658	26.6337
O	10.8701	4.2256	27.531
O	8.6731	5.1147	24.6219
O	13.3269	-3.3949	34.0603
O	3.7106	-1.0905	30.0648
O	3.3794	4.6417	11.8577
O	8.8832	6.3289	31.1183
O	-3.8787	4.1703	29.8067
O	6.8856	1.9679	28.0469
O	5.2937	1.7112	14.3138
O	10.1985	6.2345	13.2625
O	12.17	-0.0356	13.9695
O	2.5747	0.7083	31.3682
O	17.8808	0.044	12.5671
O	12.7748	6.7104	13.4806
O	-1.5695	6.4846	28.458
O	3.8397	6.7502	13.2636
O	8.325	10.1884	14.033
O	12.2791	2.2678	30.7635
O	3.1878	3.3124	30.8538
O	4.5127	5.8268	30.9067

Results
free energy: -187154.982 eV
free energy less fixed offsets of O -568.88, Si -635.61 eV per atom: 1.378 eV

Forces (eV/angstrom), in the order of the atoms: element, x, y, z
Si	0.0078	0.0377	-0.0019
Si	-0.013	0.0512	-0.0086
Si	0.0081	0.0248	-0.0046
Si	-0.001	-0.0076	-0.004
Si	-0.0025	-0.0521	-0.001
Si	0.0007	-0.0243	0.0143
Si	-0.0029	0.0198	-0.0137
Si	0.0025	0.0146	-0.0012
Si	0.0028	0.0938	-0.0109
Si	-0.0056	-0.0702	0.014
Si	-0.0053	-0.0797	0.0053
Si	0.009	-0.0161	-0.0061
Si	-0.0104	0.0027	0.0303
Si	-0.0179	0.0332	0.0128
Si	-0.0015	-0.023	0.0475
Si	-0.005	-0.0396	-0.0218
Si	-0.0273	-0.0117	-0.0084
Si	-0.0065	-0.1306	-0.0494
Si	-0.0137	0.0727	-0.0251
Si	-0.0207	0.1017	-0.049
Si	-0.0047	0.032	-0.0208
Si	-0.0256	-0.0252	0.0269
Si	0.0012	-0.046	0.015
Si	-0.0142	-0.0134	0.0047
Si	0.0111	-0.0138	0.0053
Si	0.0423	-0.0511	-0.0482
Si	0.0431	-0.0293	-0.1096
Si	0.1026	-0.1022	-0.2029
Si	0.0142	-0.0391	0.1286
Si	-0.0091	-0.0313	0.074
Si	0.0513	0.1227	-0.2569
Si	0.0569	0.1156	-0.1179
Si	0.0156	0.0379	0.1991
Si	0.0042	-0.12	0.1229
Si	0.0966	-0.1566	0.1116
Si	-0.0202	-0.1002	-0.1713
Si	0.0097	-0.0208	-0.0467
Si	0.0155	0.0451	-0.0161
Si	0.0115	0.0305	-0.024
Si	0.012	-0.0098	0.009
Si	0.0035	-0.0291	0.0283
Si	0.0179	-0.1242	0.0613
Si	0.015	0.0985	0.0493
Si	0.0132	0.1079	0.0441
Si	0.0154	0.0106	0.0072
Si	0.0004	-0.0116	-0.0349
Si	0.0251	-0.0211	-0.0257
Si	0.0158	-0.0001	-0.0407
Si	0.0701	-0.0542	-0.2132
Si	-0.1151	-0.2001	-0.2924
Si	0.2994	-0.5947	-0.3093
Si	-0.2477	-0.0483	-0.071
Si	-0.1976	0.227	-0.3646
Si	-0.0654	-0.0822	0.0701
Si	-0.2771	-0.4212	0.2637
Si	0.1083	-0.0838	0.3252
Si	0.3087	-0.2026	0.0845
Si	-0.043	0.0047	-0.1021
Si	-0.3789	0.3993	0.1744
Si	0.0557	0.336	0.2118
Si	-0.166	-0.0396	0.2183
Si	0.0049	0.0622	0.2966
Si	0.1916	-0.0529	0.1323
Si	0.0269	0.2597	0.0765
Si	0.246	0.0127	0.1277
Si	-0.2092	0.086	-0.0623
Si	-0.0429	0.0829	0.1598
Si	0.33	-0.0955	-0.0502
Si	-0.2205	-0.0045	-0.1263
Si	0.3124	-0.098	-0.0209
Si	0.2031	0.0772	0.0161
Si	-0.2848	-0.0691	0.3222
Si	0.0927	0.0404	-0.1697
Si	0.0826	0.0794	0.0934
Si	-0.1215	0.0788	-0.0968
Si	-0.0028	-0.0695	-0.1772
Si	0.0202	0.0023	-0.0628
Si	-0.2035	0.0363	-0.0349
Si	-0.2053	-0.1655	-0.0284
Si	0.2668	-0.0562	-0.0051
Si	0.0267	-0.0936	-0.042
Si	-0.0747	0.2537	-0.5923
Si	-0.0917	0.1491	-0.0018
Si	-0.007	-0.0066	-0.0156
Si	0.021	0.1016	-0.0506
Si	-0.0428	0.0668	-0.1228
Si	-0.0096	0.081	-0.0769
Si	0.0202	-0.0916	-0.0758
Si	-0.0748	-0.1088	0.0719
Si	0.0168	-0.0649	-0.0375
Si	0.0187	0.0611	-0.0227
Si	0.0843	0.084	-0.009
Si	-0.0745	0.0558	0.0426
Si	-0.0354	-0.1302	-0.0873
Si	0.0393	-0.0694	-0.1181
Si	-0.0045	-0.0753	-0.0749
Si	-0.046	0.0688	0.0005
Si	0.0048	0.0195	-0.1714
Si	-0.0304	0.0367	0.0235
Si	-0.0311	-0.0213	0.0462
Si	0.029	-0.008	0.0133
Si	-0.1012	-0.0315	0.2491
Si	-0.0095	0.081	-0.0054
Si	-0.0116	0.1022	0.1295
Si	-0.0997	0.2247	-0.1321
Si	-0.0387	-0.0278	-0.0938
Si	-0.0212	-0.0454	-0.1403
Si	-0.0259	-0.0595	-0.0125
Si	0.0613	0.1245	-0.0262
Si	0.0384	0.1088	0.0884
Si	-0.0164	0.1162	0.127
Si	0.0683	-0.1527	-0.0361
Si	0.0031	-0.116	-0.0481
Si	-0.0376	-0.0629	0.0175
Si	0.0015	0.1446	-0.0013
Si	-0.0109	0.0656	0.005
Si	0.042	-0.0061	-0.0612
Si	-0.0203	-0.0943	0.1352
Si	-0.0112	-0.164	0.0716
Si	-0.0132	-0.111	0.1463
Si	0.1141	-0.0814	0.0863
Si	0.117	0.1223	0.1643
Si	0.0512	0.1352	0.2302
Si	-0.1722	-0.1174	0.0308
Si	-0.0252	-0.053	0.1271
Si	0.0133	-0.0688	0.0175
Si	0.0241	0.0162	-0.1322
Si	0.1288	-0.006	-0.0559
Si	0.0992	-0.0733	0.0163
Si	0.0079	-0.047	0.1795
Si	-0.1249	0.1545	0.1197
Si	-0.0756	0.0846	0.2192
Si	0.1452	-0.3444	-0.2099
Si	0.1139	-0.3795	0.0746
Si	-0.1135	0.1567	-0.2774
Si	-0.0365	0.2453	0.412
Si	-0.0249	0.2714	0.3677
Si	0.1206	0.162	-0.0049
Si	0.1166	0.1001	-0.0835
Si	-0.1992	0.0335	-0.1009
Si	0.0178	-0.2246	0.2339
Si	-0.0699	0.235	0.0523
Si	0.0065	0.0024	-0.2034
Si	0.1467	-0.0012	-0.0202
Si	0.5317	-0.6818	0.1643
Si	-0.2634	-0.2455	-0.0506
Si	-0.3371	0.2161	-0.2793
Si	-0.0995	0.0966	-0.2224
Si	0.0706	0.2614	0.2105
Si	-0.4106	0.3542	0.3589
Si	-0.0011	-0.1449	-0.0693
Si	-0.146	-0.1434	-0.2379
Si	0.1708	-0.1799	-0.1924
Si	-0.009	0.2056	-0.1262
Si	-0.3818	0.0041	0.3094
Si	0.4149	0.3163	-0.8957
O	-0.1913	0.0537	-0.0943
O	-0.0228	-0.0142	0.0727
O	0.0139	0.065	0.0745
O	0.0876	0.0022	-0.0549
O	-0.081	-0.1365	-0.2128
O	-0.1052	-0.1047	0.1695
O	-0.1585	0.0677	-0.0342
O	-0.0689	0.0424	-0.0763
O	0.1048	0.0362	0.0574
O	0.0289	-0.0566	0.0442
O	0.1418	0.1318	-0.0311
O	0.0891	-0.082	-0.2106
O	-0.0257	-0.0176	0.1439
O	-0.1514	0.1402	0.1655
O	-0.2286	-0.3789	0.2029
O	0.0832	-0.0867	0.1124
O	-0.0379	-0.0541	0.0532
O	0.0184	-0.0539	0.0213
O	0.1267	-0.0003	-0.1938
O	-0.0213	0.0061	0.2448
O	-0.034	0.1927	0.2322
O	-0.1001	-0.0625	0.0628
O	0.1637	0.2287	-0.2882
O	0.0263	-0.0125	0.1024
Si	0.0058	-0.1563	-0.1674
Si	-0.0674	0.0063	-0.1782
Si	0.0181	-0.0055	0.2014
Si	-0.1013	0.1199	-0.2514
Si	0.027	-0.0683	-0.1668
Si	-0.0091	-0.0573	-0.0461
Si	0.0162	0.0041	0.2202
Si	-0.0252	0.0399	0.3169
Si	-0.2707	-0.0552	-0.1027
Si	0.0195	-0.0302	0.1156
Si	0.0158	-0.0839	0.1211
Si	-0.0292	0.0499	0.0705
Si	-0.0602	0.0343	0.2617
Si	0.0053	0.1187	0.0961
Si	-0.1064	-0.0936	0.0565
Si	-0.0247	0.0731	-0.1882
Si	-0.0119	-0.0267	-0.1902
Si	-0.0195	0.0873	-0.0926
Si	-0.1368	0.1195	-0.1127
Si	-0.1071	-0.088	0.0336
Si	0.0297	0.0832	-0.1351
Si	0.0545	-0.1159	-0.136
Si	0.0729	-0.1154	0.0469
Si	0.0533	0.0346	0.1952
Si	0.0896	-0.0629	0.1272
Si	0.196	0.1698	0.0466
Si	0.1204	-0.0853	-0.0893
Si	0.0001	-0.1059	0.0983
Si	0.0597	0.0251	0.0259
Si	-0.0221	0.0246	0.3128
Si	-0.0275	0.031	-0.1987
Si	-0.0084	-0.145	-0.1299
Si	0.1218	-0.0694	0.1947
Si	0.0138	0.0057	-0.1741
Si	0.0429	0.1205	0.076
Si	-0.2272	0.1157	0.0818
Si	-0.1209	-0.0622	0.1156
Si	-0.0336	-0.0432	0.1992
Si	0.0681	0.1044	-0.1245
Si	0.162	0.161	-0.0002
O	-0.0101	-0.027	-0.108
O	0.0724	-0.0118	0.119
O	0.034	-0.0167	-0.085
O	0.0999	-0.0344	-0.022
O	0.0808	0.0367	-0.0311
O	-0.0309	-0.006	0.1373
O	-0.0303	-0.0496	0.0844
O	-0.0113	0.0499	-0.087
O	0.0217	-0.048	-0.1123
O	0.0274	0.0167	-0.0771
O	0.0178	-0.0178	-0.0595
O	-0.1171	-0.0137	0.1014
O	-0.0145	-0.1561	-0.0191
O	-0.0254	0.0068	-0.0485
O	0.0664	-0.0459	-0.1321
O	-0.0141	0.073	-0.0929
O	0.0623	-0.0042	0.1482
O	0.0162	0.0007	0.0963
O	0.1052	-0.0428	0.2377
O	0.0398	-0.0225	0.0466
O	0.0519	-0.0007	0.0316
O	-0.0578	-0.0546	0.0944
O	0.0201	-0.0129	0.0003
O	-0.0859	0.0551	-0.1794
O	0.0585	-0.0063	-0.1443
O	0.0435	0.0744	-0.1402
O	-0.0195	0.0155	-0.0254
O	0.1044	0.0728	0.0449
O	0.0317	-0.0091	-0.1379
O	-0.037	-0.0062	0.1233
O	0.0393	-0.0027	0.0419
O	0.0363	-0.0019	-0.0988
O	0.0236	-0.0296	-0.1356
O	-0.0302	-0.0242	0.0592
O	-0.0502	-0.0258	-0.0953
O	-0.0074	-0.0374	-0.0931
O	0.0161	0.0028	-0.0328
O	0.0078	-0.0043	-0.053
O	0.011	-0.03	0.0115
O	0.0492	0.0063	-0.0779
O	0.0161	0.061	0.168
O	0.0696	0.0075	0.0072
O	-0.0064	-0.0182	0.0528
O	-0.0258	0.006	-0.0025
O	-0.0259	0.0435	-0.1021
O	-0.0183	0.051	0.0214
O	-0.0116	0.0483	-0.0005
O	-0.0452	-0.007	-0.0004
O	-0.0263	0.061	-0.0603
O	-0.0078	0.0726	0.0236
O	0.0012	0.0235	-0.0414
O	-0.0264	0.005	-0.0632
O	-0.0411	-0.0051	-0.0782
O	-0.0374	-0.0417	0.0933
O	0.0499	-0.0008	0.0034
O	-0.0221	-0.0388	-0.1023
O	0.0918	-0.0586	0.0134
O	-0.0317	0.055	-0.1362
O	-0.0159	0.0047	0.0499
O	0.0467	0.0684	0.0632
O	-0.0997	-0.0305	-0.182
O	0.0268	-0.0944	0.0594
O	-0.0085	0.0128	0.089
O	-0.0086	0.0093	0.0181
O	0.0661	-0.0665	0.1264
O	-0.0335	-0.0327	-0.0637
O	-0.0164	0.0127	0.0732
O	-0.007	-0.04	-0.0553
O	-0.1222	-0.2457	0.2869
O	0.281	0.2373	0.3037
O	0.1034	-0.0235	-0.0189
O	0.0103	-0.1854	-0.2556
O	0.047	0.3337	0.3227
O	0.0126	0.1817	0.1933
O	0.0176	0.0853	-0.3196
O	-0.1196	0.1552	0.2363
O	-0.167	-0.0601	-0.2685
O	0.2417	0.0305	-0.0599
O	0.1202	0.1236	-0.1148
O	-0.1842	-0.1247	0.2094
O	-0.1032	-0.0354	0.0955
O	0.1533	-0.0383	0.0653
O	0.0677	-0.2174	-0.005
O	0.1338	0.0565	0.0112
O	-0.0586	0.0844	-0.1954
O	-0.0419	0.0126	-0.2216

The program warned: the cutoff lies below the one the program advises for these potential files; the forces do not sum to zero within the program's tolerance; the exchange-correlation potential is rough where the density is thin.
